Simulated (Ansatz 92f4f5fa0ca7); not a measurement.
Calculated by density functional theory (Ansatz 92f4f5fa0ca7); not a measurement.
Periodic cell of 223 atoms, Si132O90As1, from a study of silicon, its oxide and their interface. The atomic structure is a simulated model.
Doubt: the cutoff is far below the 930 eV that the study's wrapper takes by default for these files, so forces and energies are approximate.

Settings: functional PBE; potential files Ansatz PAW; basis plane waves; wave-function cutoff 580 eV; density cutoff ratio 5; exchange-correlation grid ratio 1; k mesh 1 x 1 x 1, Gamma-centred; self-consistency stop 5e-08 eV per atom in the density residual; occupations fixed; spin none; net charge +1 e, with a uniform compensating background and no finite-size correction.

Cell vectors (angstrom)
a, 10.938, 0, 0
b, 0, 10.938, 0
c, 0, 0, 32.1988

Atoms and the computed forces on them: element, x, y, z (angstrom), force x, y, z (eV/angstrom)
Si, 10.5812, 0.2229, 24.8595, 0.0712, -0.1257, -0.1711
Si, 5.7297, 10.6982, 24.7505, 0.0138, 0.029, -0.2743
Si, 2.4636, 2.9263, 24.5592, 0.4443, -0.4933, 0.032
Si, 8.4266, 2.4476, 24.8141, -0.2163, -0.1386, -0.4716
As, 0.2873, 5.1579, 24.8233, -0.2493, -0.1961, -0.7037
Si, 5.1568, 5.7462, 24.692, 0.0741, -0.0563, -0.1966
Si, 2.9551, 8.0306, 24.5828, 0.2305, 0.151, -0.3529
Si, 7.9522, 8.4352, 24.7165, -0.064, 0.0612, -0.045
Si, 1.309, 1.4181, 26.0053, 0.1028, -0.0308, -0.0361
Si, 6.8329, 1.3317, 26.1245, 0.0339, -0.0248, 0.1031
Si, 4.007, 4.1148, 25.9551, 0.0452, -0.0679, 0.0007
Si, 9.5695, 3.988, 26.1762, 0.0488, -0.1273, -0.0492
Si, 1.4366, 6.9137, 26.0621, 0.3262, -0.0052, -0.1763
Si, 6.7892, 6.8381, 26.0084, -0.0562, 0.0697, -0.0358
Si, 4.0875, 9.5578, 26.0016, 0.0215, -0.01, 0.0963
Si, 9.4648, 9.5704, 26.1444, -0.0678, 0.0601, -0.0402
Si, 2.711, 0.0236, 27.3349, -0.0384, -0.0126, -0.0991
Si, 8.1522, -0.0173, 27.5549, -0.0408, -0.0217, 0.0858
Si, 0.0363, 2.6942, 27.5273, 0.0708, -0.0025, 0.0678
Si, 5.4111, 2.7584, 27.3582, -0.0104, 0.0352, -0.0873
Si, 2.7248, 5.4507, 27.4347, -0.0091, -0.0608, 0.02
Si, 8.1751, 5.4807, 27.3776, -0.002, 0.234, -0.0501
Si, -0.0314, 8.2051, 27.4004, -0.2898, 0.0166, 0.0419
Si, 5.4477, 8.2018, 27.433, -0.0058, -0.026, -0.0112
Si, 4.0698, 1.3726, 28.7359, 0.0196, -0.0027, 0.1059
Si, 9.5736, 1.3442, 28.8691, -0.1443, -0.0182, -0.1059
Si, 1.3675, 4.1164, 28.8402, -0.0457, -0.0189, -0.0174
Si, 6.805, 4.1035, 28.739, 0.0516, -0.1582, 0.0521
Si, 4.0997, 6.8216, 28.7977, 0.0089, 0.1345, -0.0281
Si, 9.545, 6.828, 28.7707, 0.0772, -0.0546, 0.0225
Si, 1.369, 9.5867, 28.7352, 0.1265, -0.024, 0.0497
Si, 6.7727, 9.5445, 28.8697, 0.0907, 0.0357, -0.1437
Si, 0.0165, -0.0261, 30.1803, -0.0156, -0.0305, 0.0246
Si, 5.4185, 0.0164, 30.16, -0.0453, 0.0366, 0.0375
Si, 2.7411, 2.7282, 30.1648, 0.0167, -0.0139, 0.006
Si, 8.1789, 2.7488, 30.1414, 0.0007, 0.0291, 0.0445
Si, -0.0259, 5.4732, 30.1568, -0.027, 0.0304, 0.0396
Si, 5.4737, 5.463, 30.159, 0.01, 0.017, 0.0016
Si, 2.722, 8.2146, 30.1228, -0.0131, 0.0005, 0.0162
Si, 8.1943, 8.186, 30.1744, -0.02, 0.01, 0.0303
Si, 1.3748, 1.36, 31.5423, 0.0427, -0.0095, 0.0143
Si, 6.8178, 1.3784, 31.5034, -0.0099, -0.0079, -0.0086
Si, 4.1112, 4.0946, 31.5296, 0.0126, -0.0468, 0.0107
Si, 9.5534, 4.0997, 31.5218, -0.0104, 0.0016, 0.0139
Si, 1.3543, 6.8535, 31.4887, -0.0136, 0.0083, -0.0072
Si, 6.8409, 6.8165, 31.5484, 0.0087, 0.0282, 0.0211
Si, 4.0723, 9.5722, 31.5245, 0.0192, 0.0099, 0.0183
Si, 9.575, 9.5509, 31.5364, -0.007, -0.0103, 0.0036
Si, 2.737, -0.0051, 0.7254, -0.0168, -0.0047, 0.0115
Si, 8.1901, 0.0086, 0.666, 0.0081, 0.0259, -0.0274
Si, -0.0099, 2.7358, 0.6966, -0.0308, -0.0224, 0.0029
Si, 5.4808, 2.7308, 0.7048, 0.0073, 0.0001, -0.0003
Si, 2.7272, 5.4976, 0.6557, 0.0269, 0.0214, -0.0308
Si, 8.2134, 5.4513, 0.7223, -0.0142, -0.0052, 0.0128
Si, 0.0123, 8.1853, 0.6993, -0.002, 0.0103, 0.0014
Si, 5.4611, 8.2109, 0.6941, -0.0118, -0.0018, -0.0048
Si, 4.1294, 1.363, 2.0791, 0.0377, -0.0175, -0.0198
Si, 9.5529, 1.3518, 2.055, 0.0054, -0.0038, 0.001
Si, 1.3738, 4.1389, 2.0251, -0.0329, -0.0014, -0.0459
Si, 6.8468, 4.0814, 2.0873, 0.016, -0.0412, 0.0033
Si, 4.0961, 6.8309, 2.0567, 0.0221, 0.019, 0.0045
Si, 9.5849, 6.833, 2.0736, 0.0055, -0.003, -0.0204
Si, 1.376, 9.5413, 2.0749, 0.0417, -0.0261, -0.0086
Si, 6.8272, 9.6022, 2.0493, -0.0369, 0.0142, -0.0127
Si, -0.0203, -0.0418, 3.3903, 0.0665, 0.115, 0.0848
Si, 5.4971, 0.0115, 3.493, -0.0571, -0.0124, -0.1003
Si, 2.7745, 2.8028, 3.3548, -0.0656, -0.145, 0.1412
Si, 8.1854, 2.6823, 3.47, 0.0698, 0.0991, -0.0675
Si, 0.0294, 5.4765, 3.4469, -0.0548, -0.0192, -0.0265
Si, 5.4707, 5.4642, 3.415, 0.0267, 0.0355, 0.0358
Si, 2.7714, 8.2028, 3.468, -0.0578, 0.0019, -0.0779
Si, 8.2012, 8.2342, 3.3761, 0.0142, -0.0601, 0.1045
Si, 1.3906, 1.3942, 4.6322, -0.0119, 0.0082, -0.1018
Si, 6.8458, 1.3462, 4.9207, -0.0025, -0.0112, 0.0885
Si, 4.1496, 4.0844, 4.812, 0.0252, 0.0246, -0.0322
Si, 9.5785, 4.079, 4.7678, -0.007, -0.0202, 0.0314
Si, 1.4136, 6.828, 4.8317, 0.0245, 0.0234, 0.0393
Si, 6.8233, 6.8882, 4.7348, -0.0072, 0.0188, -0.039
Si, 4.1351, 9.5755, 4.8539, 0.0221, 0.0133, 0.0843
Si, 9.5512, 9.5497, 4.798, -0.0191, -0.0138, -0.0358
Si, 2.7429, 0.1126, 6.0638, 0.015, 0.0458, -0.0653
Si, 8.2101, -0.0614, 6.2729, -0.0084, -0.0214, 0.0093
Si, 0.0311, 2.6721, 6.0522, 0.009, -0.024, -0.0498
Si, 5.4731, 2.7266, 6.2945, -0.023, -0.0128, -0.0004
Si, 2.8163, 5.4758, 6.1891, -0.003, 0.0081, -0.0008
Si, 8.1755, 5.4796, 6.0455, 0.0055, 0.0035, -0.0643
Si, 0.0103, 8.1888, 6.1587, -0.015, -0.0208, -0.002
Si, 5.528, 8.2229, 6.2421, 0.0109, -0.0063, -0.0586
Si, 3.8331, 1.5762, 7.606, 0.0347, -0.0628, 0.2529
Si, 9.8444, 1.1359, 7.4589, -0.0299, 0.0762, 0.2222
Si, 1.6323, 3.7994, 7.3193, -0.0751, 0.0148, 0.1918
Si, 6.6519, 4.4136, 7.48, 0.0518, 0.0135, 0.2392
Si, 4.4089, 6.6302, 7.551, -0.0069, 0.0361, 0.2098
Si, 9.3651, 6.9498, 7.4101, 0.0052, -0.0286, 0.2045
Si, 1.1413, 9.9185, 7.2966, 0.0427, -0.0136, 0.2075
Si, 7.1609, 9.229, 7.6717, -0.038, 0.0176, 0.2807
O, 8.3062, 8.0837, 7.9234, 0.0217, -0.0007, -0.1094
O, 2.7161, 2.7385, 7.9708, 0.0227, -0.0134, -0.1176
O, 9.4978, 1.3202, 24.234, -0.0241, 0.1514, 0.1432
O, 4.0702, 6.8827, 24.1384, -0.1572, 0.052, 0.0657
O, 0.0329, 0.0232, 7.9716, 0.002, -0.0174, -0.1217
O, 5.5317, 5.5099, 8.037, -0.006, -0.0175, -0.1084
O, 6.8359, 9.5681, 24.2818, 0.0266, -0.0268, -0.0368
O, 1.4029, 4.0266, 23.8598, -0.7439, 0.8224, 0.6539
O, 3.8652, 7.3807, 8.9411, 0.0666, -0.0647, -0.1952
O, 0.805, 4.3744, 8.6048, 0.0657, -0.0807, -0.1998
O, 9.8119, 6.1764, 8.8056, -0.0704, 0.0554, -0.189
O, 2.1247, 9.3795, 8.4948, -0.0806, 0.1056, -0.2248
O, 7.5097, 3.925, 8.8044, -0.0752, 0.0915, -0.2297
O, 4.2731, 0.9211, 9.0686, -0.0828, 0.038, -0.269
O, 6.7285, 9.5626, 9.2247, 0.0408, -0.0176, -0.3347
O, 9.2122, 1.8574, 8.8012, 0.0858, -0.0734, -0.2096
O, 7.7136, 3.1719, 23.5292, 0.1929, -0.0903, 0.2962
O, 10.1888, 5.7875, 23.512, 0.6082, -0.6136, 0.6522
O, 5.1856, 0.3998, 23.3415, 0.004, -0.0433, 0.2712
O, 5.8353, 5.0799, 23.3516, -0.0493, 0.0965, 0.216
O, 3.1646, 2.1061, 23.3029, -0.3061, 0.309, 0.2745
O, 2.3501, 8.739, 23.2042, 0.0685, -0.1441, 0.2925
O, 8.5762, 7.8827, 23.2925, 0.0732, -0.141, 0.1587
O, 0.268, 10.3091, 23.6185, -0.1024, 0.0867, 0.1976
Si, 4.4443, 1.5381, 22.4476, 0.0558, -0.0755, -0.504
Si, 3.4917, 7.927, 14.025, 0.0081, 0.0054, 0.0334
Si, 7.1199, 0.9562, 14.6635, -0.0277, -0.0181, -0.0149
Si, 0.9643, 9.3369, 22.5344, -0.0329, 0.1736, -0.459
Si, 1.1832, 4.3084, 11.8808, 0.0385, -0.0617, 0.1635
Si, 6.2697, 8.9604, 15.3076, -0.0017, -0.004, -0.0906
Si, 0.6802, 1.367, 12.2935, 0.0019, -0.0088, 0.0855
Si, 8.6319, 4.9768, 20.4988, -0.0339, -0.2522, -0.5389
Si, 0.325, 5.7141, 9.3646, 0.0397, 0.005, 0.3128
Si, 5.0997, 3.1203, 17.934, 0.0223, 0.041, -0.1963
Si, 0.8883, 3.742, 16.7467, 0.0405, 0.0005, -0.1657
Si, 10.4028, 2.8554, 19.2354, 0.0278, -0.0487, -0.3656
Si, 5.2828, 1.1809, 10.3486, 0.0172, 0.0356, 0.3004
Si, 0.8723, 0.1743, 19.8524, -0.0868, 0.0858, -0.4021
Si, 6.6455, 9.4615, 10.8627, 0.0303, -0.0464, 0.3075
Si, 9.3356, 9.6767, 18.3154, -0.0538, -0.0374, -0.2251
Si, 9.3931, 9.2461, 12.5629, 0.0234, -0.0271, 0.0938
Si, 6.5798, 3.8534, 22.5822, -0.067, 0.0001, -0.4099
Si, 2.4446, 8.0665, 9.3788, -0.0339, -0.0094, 0.3293
Si, 10.5864, 7.3658, 17.069, 0.0535, -0.0047, -0.1408
Si, 2.5099, 6.2887, 16.5728, -0.0024, 0.0014, -0.0988
Si, 10.182, 4.4888, 14.1899, -0.0181, 0.0153, -0.0077
Si, 6.1372, 9.1786, 18.5031, 0.0337, -0.0481, -0.2065
Si, 7.9719, 2.5729, 9.5812, -0.0262, -0.0488, 0.3258
Si, 8.8832, 2.1452, 12.4517, 0.0283, -0.0419, 0.1565
Si, 5.3348, 6.241, 18.0588, -0.057, 0.0112, -0.1507
Si, 3.9206, 0.5501, 19.4518, 0.0628, -0.0098, -0.392
Si, 4.2792, 3.8389, 12.0453, -0.0086, 0.044, 0.1252
Si, 5.5464, 6.6002, 12.1323, -0.0055, -0.0319, 0.1307
Si, 8.013, 2.5067, 17.2162, -0.038, -0.0253, -0.1678
Si, 4.3615, 2.4784, 14.9601, -0.0041, -0.0394, -0.0472
Si, 1.5409, 1.2102, 15.2541, 0.0149, -0.0195, -0.0462
Si, 1.5736, 9.4132, 12.0407, -0.0485, 0.0523, 0.1735
Si, 8.0564, 6.849, 13.8563, 0.0013, -0.0038, 0.0149
Si, 10.3816, 9.8343, 15.4797, 0.0377, 0.0037, -0.0712
Si, 9.7547, 7.031, 22.5426, -0.1319, 0.471, -0.6686
Si, 8.1008, 5.4811, 17.3938, 0.0012, 0.0318, -0.2717
O, 6.0492, 7.9596, 11.2885, 0.0174, 0.0671, -0.0982
O, 6.0232, 9.1962, 16.8859, -0.0068, 0.0079, 0.134
O, 7.6838, 1.3644, 13.1948, 0.0119, 0.0137, -0.0416
O, 0.8963, 1.7457, 13.8636, -0.0051, 0.0026, -0.0236
O, 9.4192, 6.259, 16.8746, -0.0335, -0.0219, 0.069
O, 6.7663, 6.1983, 13.1276, -0.0229, 0.0078, -0.0381
O, 5.1261, 4.6572, 18.603, 0.0055, -0.0169, 0.0802
O, 9.2286, 2.1725, 18.2763, 0.0703, 0.015, 0.1402
O, 2.3562, 0.0958, 19.0904, -0.0286, -0.0075, 0.1254
O, 9.4086, 10.2294, 16.7554, -0.0215, -0.0004, 0.1147
O, 2.7907, 4.4356, 11.7074, -0.0152, 0.0077, -0.0505
O, 5.0574, 10.3137, 19.0825, -0.0735, 0.0753, 0.1153
O, 9.4309, 3.2378, 13.4977, -0.0071, -0.0094, -0.0297
O, 0.4439, 1.7636, 19.9729, 0.0275, -0.0313, 0.1216
O, 3.1549, 1.3604, 15.0603, -0.0009, 0.0091, 0.0143
O, 8.1522, 5.3616, 19.0064, 0.0477, -0.0056, 0.3239
O, 3.8876, 6.5998, 17.3896, 0.0496, -0.0021, 0.0616
O, 4.5802, 3.2831, 16.3771, 0.0169, 0.0092, 0.1035
O, 9.0699, 5.6673, 14.3056, 0.0048, -0.0054, 0.009
O, 5.4762, 2.754, 22.1168, 0.0163, 0.0176, 0.1474
O, 10.6759, 4.1508, 15.6897, 0.0085, -0.0088, 0.0446
O, 0.3546, 3.8631, 18.2852, -0.0649, -0.0296, 0.1604
O, 10.4158, 10.5207, 19.2087, 0.1128, 0.0465, 0.1542
O, 9.645, 10.0246, 14.021, -0.0035, -0.0004, -0.0112
O, 10.9731, 8.0442, 22.1719, -0.0523, -0.1252, 0.1774
O, 1.1922, 2.1584, 16.5263, -0.0154, 0.0239, 0.0633
O, 9.7394, 3.7732, 20.4164, -0.0705, 0.1212, 0.2006
O, 8.129, 4.0306, 16.6628, 0.0032, 0.0153, 0.0723
O, -0.0384, 9.1042, 11.9001, 0.0217, -0.0047, -0.0512
O, 6.5857, 2.4205, 18.0063, -0.0193, -0.0017, 0.0717
O, 5.5814, 10.7165, 11.1978, -0.0058, 0.027, -0.0962
O, 7.7469, 9.5888, 18.8341, 0, 0.0077, 0.076
O, 10.0311, 1.0242, 12.0575, -0.0141, 0.0057, -0.0424
O, 1.3149, 6.9561, 9.0658, -0.0017, 0.0043, -0.1175
O, 0.6309, 4.761, 13.3533, 0.0156, 0.0009, -0.0492
O, 5.708, 7.6173, 18.9736, 0.0079, 0.0182, 0.0853
O, 5.2387, 5.0846, 11.5139, 0.0016, -0.0138, -0.0565
O, 2.716, 6.9827, 15.112, -0.0055, -0.0125, 0.0296
O, 0.9144, 2.744, 11.4643, -0.001, 0.0281, -0.059
O, 0.862, 10.6825, 15.544, -0.0119, -0.0038, 0.0197
O, 2.409, 8.5855, 10.9123, 0.0426, -0.0598, -0.2033
O, 4.6976, 2.4308, 11.2684, 0.0295, -0.0872, -0.1154
O, 4.2541, 3.5086, 13.6746, 0.0006, 0.0076, -0.0451
O, 2.2055, 4.6783, 16.483, -0.0118, -0.011, 0.0367
O, 10.704, 8.2468, 15.6895, -0.0123, -0.0164, 0.0479
O, 6.9312, 10.2886, 14.6617, 0.0047, 0.0005, 0.0113
O, 2.3437, 8.9517, 13.4231, -0.017, 0.0082, -0.0538
O, 8.031, 1.5171, 15.9108, 0.0204, 0.0336, 0.0711
O, 4.1304, 6.9921, 12.8515, 0.0179, -0.0081, -0.0443
O, 4.1722, 2.0025, 18.7054, -0.0473, -0.0924, 0.1402
O, 7.3068, 4.4539, 21.2742, -0.0547, -0.0343, 0.2393
O, 8.4144, 2.9302, 11.1056, -0.0384, 0.0177, -0.1929
O, 1.1741, 6.8566, 17.3496, -0.0249, 0.0077, 0.0532
O, 5.6538, 1.5704, 14.7535, -0.0021, 0.0111, 0.0107
O, 8.1321, 9.7575, 11.5844, -0.0703, 0.0107, -0.0971
O, 9.2146, 6.3362, 21.178, 0.1516, 0.1621, 0.4597
O, 8.9635, 7.7137, 12.8444, 0.0042, 0.0189, -0.0301
O, 1.6558, 0.1198, 11.8772, 0.0117, -0.016, -0.0467
O, 6.635, 6.1434, 17.0481, 0.0162, -0.0117, 0.0697
O, 7.4015, 7.7993, 15.0284, -0.0014, -0.0025, 0.0171
O, 1.1767, 10.2719, 21.2252, 0.0148, -0.1795, 0.3278
O, 10.035, 8.2015, 18.3486, -0.0166, 0.0252, 0.1041
O, 3.9719, 0.8404, 21.0628, 0.0368, 0.0762, 0.3739
O, 0.3387, 5.3353, 10.9334, -0.0358, 0.0575, -0.1786
O, 6.702, 1.5702, 9.6452, 0.0346, 0.0221, -0.1208
O, 4.7805, 8.7035, 14.6739, 0.0075, 0.0002, 0.0068

Results
free energy: -139958.355 eV
free energy less fixed offsets of As -4856.12, O -568.88, Si -635.61 eV per atom: -2.515 eV

The program warned: the cutoff lies below the one the program advises for these potential files; the exchange-correlation potential is rough where the density is thin.
